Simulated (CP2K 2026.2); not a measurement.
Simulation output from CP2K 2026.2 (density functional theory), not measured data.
Periodic cell of 513 atoms, Si351O162, from a study of silicon, its oxide and their interface. The atomic structure is a simulated model.
Doubt: the forces sum to 1.06 eV/angstrom along one axis rather than to zero, so they err by at least 0.0021 eV/angstrom per atom on average; the grid cutoff is modest.

Settings
functional: PBE
method: Gaussian and plane waves
basis set: DZVP-MOLOPT-SR-GTH
pseudopotentials: GTH-PBE
grid cutoff: 350 Ry, relative cutoff 50 Ry
k points: Gamma only
occupations: fixed
spin: none
net charge: 0

Cell vectors (angstrom)
a	16.407	0	0
b	0	16.407	0
c	0.1029	0.1526	34.3939

Atoms and the computed forces on them: element, x, y, z (angstrom), force x, y, z (eV/angstrom)
Si	0.427	16.177	0.181	-0.084	0.013	0.203
Si	2.58	3.033	0.004	0.092	-0.117	0.191
Si	0.278	5.279	0.05	-0.129	0.147	0.186
Si	2.744	8.682	34.289	0.036	-0.077	0.231
Si	0.535	10.975	34.376	-0.094	-0.005	0.191
Si	2.721	13.982	0.222	0.045	-0.092	0.207
Si	5.966	15.809	0.12	-0.04	0.145	0.198
Si	7.822	3.025	0.195	0.103	-0.039	0.189
Si	5.65	5.342	0.181	-0.043	0.089	0.207
Si	8.055	8.602	0.521	-0.069	-0.031	0.128
Si	5.965	10.877	34.345	-0.043	0.083	0.197
Si	8.286	13.71	0.545	-0.006	0.01	0.082
Si	11.291	16.078	0.082	0.019	0.022	0.175
Si	13.426	3.145	0.142	0.041	-0.096	0.198
Si	11.099	5.336	0.106	-0.085	0.101	0.212
Si	13.543	8.281	0.034	0.019	0.026	0.189
Si	10.353	11.448	0.112	0.092	-0.05	0.258
Si	13.527	13.867	34.388	0.065	0.019	0.14
Si	1.508	1.424	1.436	-0.01	0.009	-0.053
Si	4.114	4.122	1.447	-0.004	0.008	-0.051
Si	1.448	6.942	1.266	0.003	-0.015	-0.052
Si	4.197	9.649	1.3	-0.013	-0.005	-0.054
Si	1.529	12.324	1.415	0.001	0.014	-0.049
Si	4.26	15.06	1.606	0.004	-0.019	-0.059
Si	6.798	1.303	1.391	0.013	-0.019	-0.045
Si	9.54	4.131	1.406	-0.012	0.005	-0.057
Si	6.81	6.906	1.523	0.005	0.01	-0.052
Si	9.51	9.891	1.724	-0.037	0.005	-0.056
Si	6.795	12.276	1.57	0.009	0.011	-0.035
Si	9.747	15.129	1.62	-0.011	-0.029	-0.045
Si	12.38	1.375	1.346	0	0.02	-0.054
Si	15.053	4.244	1.426	0.005	0.001	-0.055
Si	12.188	6.982	1.455	0.003	-0.01	-0.049
Si	15.111	9.641	1.225	-0.008	0.009	-0.049
Si	12.176	12.346	1.41	-0.01	0.005	-0.066
Si	15.08	14.983	1.256	0.014	0	-0.033
Si	0.031	2.792	2.742	-0.01	-0.01	0.025
Si	2.863	0.102	2.854	0	0.015	0.027
Si	0.036	8.271	2.671	-0.01	-0.007	0.009
Si	2.756	5.571	2.741	0.008	0.006	0.015
Si	0.043	13.676	2.709	-0.005	-0.005	0.013
Si	2.874	10.98	2.782	-0.003	0.012	0.002
Si	5.445	2.69	2.797	-0.003	-0.003	0.02
Si	8.266	0.097	2.836	0.005	0.016	0.026
Si	5.433	8.282	2.826	0.008	-0.021	0.005
Si	8.232	5.527	2.82	0.009	0.005	0.01
Si	5.49	13.641	2.961	-0.022	-0.013	0.016
Si	8.133	11.101	3.095	0.012	-0.015	0.008
Si	10.948	2.733	2.734	-0.008	-0.01	0.013
Si	13.784	0.018	2.705	0.005	-0.001	0.008
Si	10.898	8.348	2.863	0.004	0	0.006
Si	13.671	5.624	2.776	0.002	0.009	0.025
Si	11.012	13.707	2.955	0.008	0.012	0.011
Si	13.689	10.968	2.657	-0.006	0.002	0.002
Si	1.383	4.187	4.108	0	0.001	0.007
Si	4.138	1.436	4.279	-0.003	0.001	-0.012
Si	1.416	9.614	4.083	-0.001	-0.003	-0.003
Si	4.092	6.897	4.179	-0.002	0.007	-0.005
Si	1.407	15.08	4.098	0.003	-0.002	-0.004
Si	4.121	12.306	4.286	0.004	0	-0.001
Si	6.85	4.115	4.129	-0.001	0.002	-0.002
Si	9.611	1.453	4.206	-0.001	0.001	-0.002
Si	6.795	9.599	4.279	0.005	0.008	-0.002
Si	9.569	6.914	4.199	-0.009	-0.001	0.004
Si	6.909	15.088	4.2	0.004	-0.005	0.001
Si	9.595	12.432	4.343	-0.006	0.004	-0.003
Si	12.324	4.156	4.089	-0.002	-0.004	0
Si	15.101	1.402	4.118	-0.006	-0.006	-0.003
Si	12.369	9.651	4.154	0.001	-0.007	0.003
Si	15.083	6.946	4.126	0.002	-0.003	-0.003
Si	12.421	15.12	4.181	-0.005	-0.011	-0.002
Si	15.056	12.337	4.082	0.003	0.002	-0.005
Si	0.056	0.044	5.499	-0.003	0.004	-0.003
Si	2.736	2.838	5.542	0.004	-0.004	0.002
Si	0.021	5.543	5.493	-0.003	-0.001	0.004
Si	2.729	8.263	5.534	-0.001	-0.006	-0.006
Si	0.034	10.985	5.466	-0.005	-0.001	-0.009
Si	2.732	13.73	5.545	0.001	-0.002	0
Si	5.528	0.045	5.575	-0.003	-0.001	-0.002
Si	8.228	2.811	5.552	0.001	-0.002	-0.003
Si	5.491	5.509	5.508	0	-0.001	-0.007
Si	8.207	8.243	5.594	-0.002	-0.001	-0.002
Si	5.475	10.968	5.655	-0.009	-0.006	0.001
Si	8.238	13.793	5.66	0.004	0.002	0.002
Si	11	0.065	5.534	-0.003	0.002	-0.005
Si	13.704	2.788	5.469	0.002	-0.001	-0.004
Si	10.974	5.523	5.506	0	0.005	-0.003
Si	13.724	8.286	5.526	-0.001	0	-0.001
Si	10.996	10.993	5.569	-0.001	0.002	0.002
Si	13.753	13.718	5.525	0.002	0.003	-0.006
Si	1.39	1.43	6.89	0.002	-0.001	-0.003
Si	4.123	4.176	6.909	-0.002	0.001	-0.002
Si	1.376	6.891	6.897	0.001	0.002	-0.001
Si	4.087	9.6	6.957	0.002	0.002	0.003
Si	1.368	12.352	6.893	-0.004	0.004	-0.002
Si	4.125	15.09	6.912	0.003	-0.001	-0.003
Si	6.883	1.431	6.931	0.001	0	-0.001
Si	9.601	4.181	6.904	-0.004	0.002	0
Si	6.843	6.863	6.925	0	-0.002	0.001
Si	9.609	9.623	6.924	-0.001	-0.001	-0.001
Si	6.865	12.371	6.966	0.003	-0.001	0.001
Si	9.637	15.148	6.962	-0.003	-0.001	0.003
Si	12.353	1.445	6.889	-0.004	-0.002	-0.002
Si	15.063	4.162	6.857	-0.002	-0.003	-0.004
Si	12.347	6.895	6.877	0.001	-0.002	-0.003
Si	15.089	9.646	6.889	0	-0.001	-0.001
Si	12.361	12.377	6.912	-0.002	0	-0.001
Si	15.104	15.092	6.894	0.002	-0.004	0.001
Si	16.423	2.799	8.249	-0.002	-0.001	0
Si	2.764	0.069	8.27	0	-0.001	0.001
Si	16.431	8.267	8.266	0	-0.001	-0.001
Si	2.757	5.54	8.275	0.001	-0.001	0
Si	0.033	13.725	8.283	-0.001	-0.001	0.001
Si	2.733	10.997	8.29	0.001	-0.002	-0.002
Si	5.495	2.8	8.277	0.001	-0.003	-0.001
Si	8.252	0.089	8.313	0.002	0	0.002
Si	5.481	8.237	8.296	-0.005	-0.003	0
Si	8.231	5.526	8.292	-0.001	0.003	0.002
Si	5.483	13.737	8.304	-0.002	-0.002	0
Si	8.247	10.996	8.301	-0.002	0.001	0.001
Si	10.973	2.806	8.262	-0.003	0	-0.003
Si	13.716	0.058	8.253	-0.001	0.003	-0.003
Si	10.979	8.249	8.274	-0.001	0	-0.001
Si	13.707	5.525	8.251	-0.001	-0.002	0
Si	10.992	13.74	8.288	0	0.002	0.001
Si	13.719	11.003	8.275	-0.002	0.002	-0.002
Si	1.39	4.16	9.627	0.001	-0.002	-0.001
Si	4.13	1.432	9.648	-0.001	0	0
Si	1.383	9.621	9.654	-0.002	0.001	0
Si	4.118	6.887	9.669	0.001	0	0.002
Si	1.407	15.095	9.642	0.002	-0.001	-0.001
Si	4.119	12.359	9.655	0	0.002	0.001
Si	6.86	4.162	9.655	-0.001	-0.001	-0.001
Si	9.615	1.456	9.661	-0.003	0	0.001
Si	6.861	9.619	9.648	0.002	0.001	0.002
Si	9.602	6.9	9.652	0.001	0	0
Si	6.866	15.113	9.651	-0.003	0	0.001
Si	9.615	12.376	9.654	0	-0.003	0.001
Si	12.335	4.17	9.633	-0.001	0	-0.001
Si	15.07	1.43	9.629	0.001	-0.003	-0.003
Si	12.344	9.629	9.641	0	0	-0.001
Si	15.065	6.899	9.628	-0.001	0	-0.001
Si	12.353	15.109	9.648	-0.002	-0.002	0
Si	15.068	12.367	9.655	-0.002	0.001	-0.002
Si	0.033	0.062	11	-0.002	0	-0.001
Si	2.759	2.802	11.011	-0.001	-0.002	0.001
Si	0.036	5.542	10.995	0	0	-0.002
Si	2.76	8.265	11.028	0.001	0.001	0.002
Si	16.427	10.988	11.014	-0.001	-0.002	-0.002
Si	2.769	13.73	11.025	0.001	0.001	0.001
Si	5.502	0.07	11.023	0	-0.003	0.002
Si	8.234	2.809	11.022	0	0.001	0
Si	5.49	5.523	11.032	-0.002	-0.001	0.003
Si	8.23	8.263	11.025	-0.003	-0.001	0
Si	5.494	10.99	11.018	-0.003	-0.001	0.001
Si	8.23	13.739	11.012	0	0.002	-0.002
Si	10.975	0.07	11.012	0	0.001	0.001
Si	13.696	2.793	10.998	-0.002	-0.001	-0.002
Si	10.971	5.533	11.016	-0.002	0	0.001
Si	13.706	8.259	11.016	0	-0.001	0.002
Si	10.972	10.999	11.016	-0.001	0.003	0.001
Si	13.705	13.735	11.025	0	-0.001	0.001
Si	1.403	1.421	12.373	0	-0.002	0
Si	4.112	4.168	12.402	0	-0.001	0.001
Si	1.4	6.893	12.394	-0.003	0.001	0.003
Si	4.126	9.632	12.396	0.002	0	0.005
Si	1.395	12.345	12.37	-0.001	0	-0.003
Si	4.148	15.092	12.391	-0.003	0.001	0.004
Si	6.858	1.455	12.389	-0.001	0	0
Si	9.599	4.172	12.385	0	-0.002	-0.001
Si	6.86	6.894	12.395	0.002	0.001	0.003
Si	9.59	9.646	12.389	0	-0.001	0.001
Si	6.871	12.36	12.379	0.001	0	-0.001
Si	9.584	15.122	12.373	-0.001	0.001	0
Si	12.337	1.428	12.386	0.001	-0.001	0.002
Si	15.066	4.176	12.342	0	-0.001	-0.004
Si	12.332	6.902	12.39	-0.001	0	0.002
Si	15.078	9.619	12.393	0	0.004	0.002
Si	12.333	12.363	12.391	-0.002	-0.002	0.002
Si	15.079	15.106	12.379	0.001	-0.001	-0.001
Si	16.432	2.817	13.699	-0.004	0.001	-0.003
Si	2.781	16.463	13.749	0.002	0	0.003
Si	0.048	8.259	13.773	-0.002	-0.001	0.003
Si	2.761	5.542	13.791	-0.002	-0.002	0.004
Si	0.046	13.723	13.722	-0.001	-0.002	-0.002
Si	2.741	10.986	13.763	-0.003	0.002	0.001
Si	5.484	2.812	13.768	-0.005	0.001	0.001
Si	8.22	0.091	13.75	-0.003	0.005	0
Si	5.494	8.266	13.765	0	0.001	0.004
Si	8.227	5.523	13.76	0.003	-0.005	0
Si	5.512	13.71	13.761	0.006	-0.002	0.001
Si	8.218	11.003	13.776	0.001	0.003	-0.001
Si	10.967	2.804	13.746	-0.001	-0.001	0.002
Si	13.706	16.463	13.753	0.002	-0.003	0.003
Si	10.955	8.28	13.748	-0.004	0.002	0.002
Si	13.717	5.527	13.739	0.002	0.001	0
Si	10.937	13.741	13.729	-0.004	0.001	0.001
Si	13.709	10.984	13.754	0.001	-0.004	0.003
Si	1.367	4.15	15.115	-0.005	-0.002	0.002
Si	4.133	1.428	15.136	0.001	-0.002	0.003
Si	1.415	9.606	15.177	0	0.003	0.006
Si	4.133	6.927	15.166	0.001	0.005	0
Si	1.429	15.06	15.092	-0.002	-0.006	0.002
Si	4.119	12.339	15.116	-0.003	-0.008	-0.001
Si	6.834	4.192	15.147	-0.002	0	0
Si	9.578	1.47	15.124	0.01	0	0.001
Si	6.838	9.636	15.149	0.001	0.001	0.006
Si	9.585	6.908	15.107	0.002	-0.004	-0.003
Si	6.866	15.112	15.111	0	0.005	-0.001
Si	9.59	12.386	15.13	-0.002	-0.003	0.001
Si	12.347	4.166	15.103	-0.004	-0.005	0
Si	15.086	1.464	15.072	0.005	0.004	-0.002
Si	12.342	9.617	15.129	0.001	-0.001	0.001
Si	15.089	6.88	15.122	-0.004	0.004	0.001
Si	12.305	15.086	15.097	-0.005	0.004	-0.002
Si	15.094	12.364	15.089	-0.002	0.005	0
Si	0.072	0.079	16.369	-0.008	0	0.001
Si	2.742	2.8	16.478	-0.008	-0.009	0.006
Si	16.434	5.513	16.518	-0.001	0	-0.005
Si	2.786	8.254	16.605	0.006	0.005	0.01
Si	16.438	11.007	16.491	-0.007	-0.006	-0.001
Si	2.799	13.715	16.506	0.002	-0.001	0
Si	5.48	16.434	16.505	0.008	0.007	0.004
Si	8.184	2.819	16.507	-0.001	0.014	-0.002
Si	5.511	5.597	16.55	-0.007	-0.011	0.006
Si	8.208	8.252	16.494	0	-0.004	-0.005
Si	5.396	10.937	16.526	0.001	0.005	0.005
Si	8.229	13.774	16.497	-0.006	0.004	-0.002
Si	10.955	0.084	16.455	-0.015	-0.01	0.005
Si	13.718	2.802	16.476	0.007	0.001	-0.004
Si	10.991	5.564	16.442	0	0.005	0.007
Si	13.712	8.221	16.489	-0.004	-0.01	0.009
Si	10.995	11.027	16.475	0.003	0.01	-0.001
Si	13.684	13.694	16.43	0.004	0.002	-0.001
Si	1.436	1.347	17.822	-0.007	-0.005	-0.014
Si	4.087	4.211	17.826	0.009	-0.005	-0.013
Si	1.428	6.817	17.923	-0.003	-0.001	-0.014
Si	4.102	9.601	18.097	-0.005	0.002	-0.006
Si	1.439	12.337	17.855	0.008	-0.007	-0.012
Si	4.105	15.102	17.934	-0.002	0.006	0.001
Si	6.856	1.367	17.865	0.003	-0.012	-0.017
Si	9.546	4.296	17.777	-0.007	-0.004	-0.031
Si	6.829	7.008	17.989	-0.001	-0.001	-0.005
Si	9.617	9.627	17.771	-0.003	-0.007	-0.01
Si	6.721	12.428	17.743	0.006	-0.012	-0.028
Si	9.664	15.118	17.871	0.008	0	-0.009
Si	12.316	1.455	17.818	-0.004	-0.002	-0.016
Si	15.053	4.158	17.887	-0.007	0.01	-0.006
Si	12.371	6.844	17.89	0.006	-0.01	-0.015
Si	15.072	9.607	17.829	-0.009	0.005	0
Si	12.432	12.29	17.893	-0.002	0.005	-0.007
Si	15.012	15.197	17.645	0.009	-0.001	-0.027
Si	16.464	2.735	19.107	0.016	-0.004	0.061
Si	2.767	16.453	19.363	-0.024	0.015	0.034
Si	16.419	8.23	19.158	0.001	-0.023	0.05
Si	2.807	5.488	19.372	-0.012	-0.011	0.044
Si	16.414	13.847	18.9	-0.032	-0.003	0.063
Si	2.618	10.976	19.442	0.009	-0.01	0.058
Si	5.411	2.78	19.097	0.012	0.009	0.045
Si	8.243	16.408	19.278	-0.005	0.001	0.027
Si	5.531	8.258	19.604	-0.02	0.035	0.025
Si	8.289	5.712	19.272	0.019	-0.03	0.045
Si	5.384	13.681	19.311	0.024	-0.016	0.036
Si	8.126	11.01	18.917	-0.004	0.032	0.053
Si	10.904	2.887	19.048	-0.019	0.011	0.048
Si	13.727	0.113	19.154	0.025	-0.002	0.066
Si	11.031	8.337	19.165	-0.002	-0.007	0.079
Si	13.701	5.439	19.376	-0.017	0.023	0.042
Si	11.154	13.787	19.196	-0.007	-0.02	0.032
Si	13.737	10.834	19.346	0.028	0.008	0.025
Si	1.627	3.771	20.473	0.007	0.099	-0.228
Si	3.971	1.689	20.632	0.031	-0.025	-0.201
Si	1.488	9.236	20.693	-0.072	0.161	-0.163
Si	3.859	6.998	20.947	0.128	-0.108	-0.153
Si	0.95	15.352	20.438	0.116	-0.053	-0.193
Si	4.177	12.163	20.77	-0.099	0.073	-0.173
Si	7.035	3.996	20.224	-0.072	0.089	-0.176
Si	9.364	1.744	20.387	0.077	-0.146	-0.143
Si	6.675	10.151	20.587	0.079	-0.132	-0.215
Si	9.881	6.967	20.646	-0.136	0.063	-0.181
Si	7.167	14.663	20.486	-0.107	0.151	-0.157
Si	9.49	12.47	20.083	0.077	-0.054	-0.182
Si	11.86	4.433	20.545	0.167	-0.092	-0.171
Si	15.241	1.318	20.513	-0.056	0.071	-0.2
Si	12.587	9.191	20.752	-0.061	0.139	-0.236
Si	14.951	7.075	20.539	-0.008	-0.08	-0.212
Si	12.895	14.805	20.534	-0.163	0.09	-0.154
Si	15.092	12.503	20.246	0.047	-0.091	-0.162
Si	3.832	13.176	26.437	0.065	-0.054	0.024
Si	7.01	4.973	25.785	0.041	0.035	0.026
Si	15.261	3.981	24.955	0.079	-0.101	0.081
Si	1.582	9.349	23.695	-0.106	-0.018	-0.027
Si	0.182	13.369	22.594	0.024	0.02	-0.006
Si	2.759	12.178	23.619	0.002	0.114	-0.069
Si	9.296	16.096	25.044	-0.029	0.059	-0.014
Si	2.942	6.576	23.879	0.132	-0.063	-0.038
Si	6.993	4.818	29.955	-0.003	0.035	0.051
Si	8.798	11.171	22.556	-0.004	0.031	-0.012
Si	10.501	8.845	23.079	0.008	-0.055	-0.068
Si	14.542	1.544	23.512	0.041	0.045	-0.004
Si	10.353	3.096	22.733	0.016	-0.046	0.003
Si	11.097	8.886	26.056	-0.02	-0.036	-0.03
Si	14.086	15.121	23.336	0.004	-0.03	-0.063
Si	13.784	10.103	26.895	-0.034	0.033	0.033
Si	15.196	12.631	26.852	-0.049	-0.047	-0.047
Si	5.51	1.437	23.429	-0.009	0.003	-0.026
Si	4.209	5.366	26.665	-0.006	0.008	0.064
Si	5.142	2.719	25.904	-0.066	0.033	0.081
Si	5.824	15.147	25.296	-0.079	-0.024	-0.022
Si	13.366	14.85	26.143	-0.084	-0.013	0.026
Si	9.764	15.904	29.382	-0.03	0.049	0
Si	9.083	4.674	27.772	0.06	0.118	0.124
Si	7.599	14.037	23.382	0.03	-0.052	-0.025
Si	12.337	11.218	29.507	0.011	0.06	-0.081
Si	7.379	3.91	23.02	-0.031	-0.059	0.094
Si	13.29	4.861	26.583	-0.163	-0.009	-0.072
Si	14.304	6.913	29.525	-0.021	0.043	-0.052
Si	14.291	13.537	29.651	-0.049	0.076	-0.011
Si	4.488	11.058	28.801	-0.03	0.069	-0.033
Si	0.193	1.036	31.612	0.062	0.036	-0.02
Si	7.068	0.734	26.714	0.034	-0.019	0.053
Si	1.289	13.081	27.967	0.008	0.029	-0.042
Si	3.979	5.189	29.79	0.078	-0.05	-0.07
Si	0.154	8.823	26.363	-0.016	-0.011	-0.019
Si	9.864	7.429	32.632	-0.006	0.016	0.003
Si	3.861	0.136	29.983	0.018	-0.017	-0.062
Si	10.495	14.079	27.18	0.041	0.018	-0.007
Si	0.221	5.433	22.67	0.028	0.032	-0.041
Si	11.59	1.622	24.843	0.005	0.011	0.07
Si	7.286	10.444	29.44	-0.006	0.003	0.045
Si	11.717	9.805	32.29	-0.053	-0.015	0.064
Si	15.69	6.065	26.948	0.032	0.014	-0.054
Si	10.782	2.067	27.776	0.031	-0.032	0.031
Si	9.787	11.172	27.663	0.07	-0.041	0.032
Si	13.364	2.881	28.979	0.01	0.034	-0.087
Si	1.656	10.181	28.799	-0.046	-0.018	0.014
Si	2.723	2.762	31.3	-0.004	0.018	0.026
Si	7.001	0.563	29.612	-0.077	0.002	-0.002
Si	15.684	9.342	30.727	-0.026	0.045	-0.064
Si	4.58	7.18	32.134	-0.004	-0.007	0.047
Si	14.636	16.417	28.295	0.035	-0.081	-0.037
Si	4.611	14.706	32.25	0.002	0.026	0.035
Si	8.266	2.602	31.577	0.025	0.032	-0.066
Si	10.865	1.007	31.704	-0.061	0.076	-0.007
Si	7.293	7.707	30.871	-0.05	0.063	-0.005
Si	5.71	12.092	31.368	0.011	-0.04	-0.032
Si	11.444	6.409	27.968	0.055	-0.049	0.054
Si	13.835	2.276	31.653	-0.011	0.07	0.079
Si	1.055	15.856	29.169	0.085	0.085	-0.081
Si	15.255	6.891	32.328	0.013	-0.017	-0.018
Si	15.157	12.172	32.148	-0.003	-0.04	0.036
O	0.171	0.687	33.184	0.091	-0.115	0.032
O	16.283	0.133	28.23	0.075	0.01	-0.225
O	3.234	2.866	32.866	0.353	0.086	-0.129
O	3.648	1.613	30.618	0.297	-0.055	-0.062
O	1.469	4.252	34.141	-0.019	0.016	-0.155
O	16.352	5.848	32.902	-0.122	0.134	-0.012
O	1.621	9.83	33.838	0.076	-0.124	-0.017
O	3.473	8.118	32.897	-0.016	-0.089	-0.034
O	0.716	9.586	29.989	-0.035	0.08	0.162
O	16.479	11.911	33.078	0.168	0.206	0.096
O	3.665	13.788	33.231	0.18	-0.027	-0.118
O	1.652	15.197	34.157	-0.152	-0.082	-0.327
O	3.689	15.341	31.073	-0.254	-0.023	-0.156
O	5.293	15.983	33.041	0.104	-0.036	-0.251
O	10.089	0.703	28.315	-0.147	0.157	-0.319
O	8.248	2.416	33.18	-0.084	-0.088	0.036
O	6.899	4.394	34.151	0.059	0.114	-0.159
O	5.052	6.013	33.177	-0.016	0.104	0.081
O	9.361	8.109	34.005	0.017	-0.124	0.053
O	10.622	6.044	33.043	-0.178	-0.056	-0.334
O	7.138	9.737	34.045	-0.143	-0.208	-0.009
O	5.495	11.38	32.839	-0.242	-0.059	0.046
O	9.374	12.804	34.079	0.021	-0.058	-0.212
O	7.35	14.94	34.178	0.127	-0.038	-0.083
O	10.676	16.143	30.706	0.246	-0.337	-0.072
O	12.482	15.09	33.883	0.156	0.241	-0.143
O	10.554	0.481	33.219	-0.372	0.116	-0.11
O	14.216	2.888	33.1	-0.102	-0.128	0.002
O	12.339	4.363	34.109	-0.128	-0.138	0.132
O	14.234	7.152	33.569	-0.137	-0.131	-0.017
O	10.789	10.907	33.048	-0.184	0.096	-0.31
O	12.923	9.438	33.333	-0.005	0.344	0.136
O	14.008	12.777	33.195	0.182	0.119	-0.066
O	15.484	4.986	23.713	-0.323	0.029	0.094
O	0.662	4.193	21.731	-0.088	-0.007	0.328
O	2.781	2.749	21.094	0.148	-0.048	-0.145
O	4.775	1.183	21.992	-0.05	0.097	0.157
O	2.627	10.574	23.632	0.256	-0.1	0.149
O	0.841	9.351	22.224	-0.216	-0.17	0.006
O	3.952	6.462	22.548	0.076	-0.15	-0.011
O	2.744	8.204	20.966	-0.124	0.1	0.172
O	3.55	12.507	24.989	0.29	-0.141	0.042
O	1.105	14.492	21.833	-0.007	-0.091	0.13
O	5.396	11.089	21.049	-0.081	0.098	0.168
O	3.578	12.634	22.256	-0.112	0.366	0.132
O	6.543	4.472	21.729	0.04	-0.092	0.192
O	6.902	2.331	23.263	0.197	-0.127	0.089
O	8.067	2.745	20.504	0.08	-0.04	-0.057
O	9.989	1.693	21.927	-0.118	0.078	0.052
O	11.04	7.796	27.261	-0.338	0.246	0.046
O	7.608	10.218	21.947	-0.098	-0.201	0.007
O	9.695	7.752	22.12	0.016	0.049	-0.039
O	10.091	5.706	28.594	-0.073	-0.157	0.184
O	8.44	13.635	20.56	-0.012	0.004	-0.099
O	6.809	14.685	22.092	-0.043	0.341	0.154
O	12.592	9.522	25.984	0.04	-0.053	-0.299
O	9.91	11.625	21.436	-0.035	0.022	-0.151
O	11.01	5.804	20.876	-0.087	0.16	0.264
O	11.708	3.713	22.031	-0.054	-0.271	-0.031
O	14.631	1.973	21.919	-0.189	0.195	0.043
O	16.336	0.15	20.914	-0.062	0.089	-0.062
O	13.837	13.472	20.694	-0.097	0.034	0.176
O	11.816	9.36	22.218	0.072	0.032	0.034
O	15.937	6.602	21.778	0.3	-0.06	-0.117
O	13.8	8.12	21.112	0.146	0.045	0.11
O	14.344	11.447	26.168	0.026	0.14	-0.289
O	13.047	15.374	22.083	0.031	0.405	0.236
O	16.081	12.192	21.552	0.017	-0.115	0.091
O	14.739	14.001	26.185	0.206	0.068	-0.046
O	1.232	12.776	23.682	-0.063	-0.089	0.077
O	0.39	12.534	26.703	0.119	-0.177	-0.063
O	13.643	3.986	25.274	0.078	-0.249	0.021
O	3.451	5.999	25.341	-0.068	0.112	0.061
O	1.539	5.853	23.501	-0.162	-0.23	-0.166
O	16.096	4.583	26.274	0.047	-0.099	0.078
O	2.584	8.134	24.086	-0.038	0.162	-0.007
O	0.423	9.391	24.856	-0.19	0.277	-0.101
O	3.272	9.953	28.867	-0.088	-0.094	0.218
O	15.037	9.07	26.886	-0.04	0.052	0.323
O	4.529	14.597	26.075	-0.143	0.105	-0.117
O	4.069	3.722	26.593	0.058	-0.208	-0.204
O	5.684	16.386	24.19	0.142	-0.023	-0.209
O	10.686	0.314	24.49	-0.044	-0.227	0.043
O	8.326	0.916	25.639	0.074	0.019	-0.113
O	7.044	5.039	24.161	0.077	0.262	-0.086
O	6.631	3.403	26.044	0.254	-0.164	0.129
O	10.033	10.022	26.535	-0.165	0.044	0.003
O	8.463	5.367	26.414	-0.008	-0.005	-0.27
O	9.609	10.151	23.518	0.04	0.069	0.191
O	6.452	13.866	24.52	0.126	-0.126	-0.106
O	8.239	12.539	23.244	0.072	-0.02	-0.046
O	13.014	1.557	24.074	-0.143	0.02	0.006
O	13.273	10.456	28.401	-0.068	0.01	-0.043
O	10.75	2.893	24.285	-0.037	0.198	0.056
O	13.03	14.957	24.568	-0.045	0.148	0.064
O	10.837	8.234	24.571	0.082	-0.243	0.212
O	11.767	5.325	26.767	0.12	-0.015	-0.32
O	13.846	16.228	26.868	-0.101	0.165	-0.136
O	10.836	11.188	28.905	0.071	-0.095	0.034
O	2.547	13.729	27.223	0.034	0.002	0.19
O	14.655	8.518	29.732	-0.184	0.031	0.059
O	2.626	16.307	28.893	0.118	-0.204	-0.13
O	13.74	3.407	30.477	0.152	0.012	-0.048
O	4.595	2.414	24.389	-0.06	0.111	0.155
O	8.165	15.817	29.778	0.004	-0.089	-0.063
O	5.783	5.83	26.463	0.228	0.253	0.304
O	3.705	5.688	28.217	-0.261	0.009	-0.104
O	4.513	11.821	30.266	0.061	0.301	0.049
O	6.983	6.443	29.907	0.164	0.101	0.04
O	6.825	15.535	26.536	0.099	-0.142	0.186
O	10.218	14.488	28.732	0.158	-0.135	0.005
O	12.109	14.148	26.896	0.235	-0.239	0.297
O	9.679	15.091	26.246	-0.224	-0.12	-0.051
O	9.815	2.18	31.207	0.268	0.197	-0.017
O	11.758	2.648	28.936	-0.077	0.031	0.186
O	9.734	3.239	27.404	-0.034	-0.085	0.046
O	5.418	4.396	29.881	-0.055	-0.115	0.037
O	14.992	12.678	28.462	0.018	-0.047	0.041
O	8.541	7.167	31.755	0.109	-0.349	-0.189
O	8.662	15.192	23.844	0.105	0.145	-0.186
O	15.021	10.74	31.304	0.127	-0.065	-0.129
O	15.043	16.414	23.612	0.039	0.029	0.181
O	8.998	4.015	22.761	0.047	0.26	0.153
O	13.779	4.009	27.893	-0.001	0.04	-0.007
O	15.545	2.457	24.45	0.073	-0.088	-0.136
O	15.485	6.235	28.577	0.034	-0.075	0.015
O	12.752	6.654	28.967	-0.125	-0.185	0.166
O	15.187	13.92	23.23	0.046	0.104	-0.098
O	14.198	15.131	29.261	-0.139	0.024	-0.047
O	0.806	14.264	28.96	-0.224	-0.157	0.21
O	12.302	10.407	30.912	0.213	-0.206	0.039
O	1.138	2.338	31.299	-0.279	0.319	-0.046
O	14.104	1.465	28.746	0.003	0.112	-0.172
O	5.442	16.464	29.501	0.17	-0.22	-0.166
O	0.734	16.192	30.732	-0.029	-0.085	0.08
O	4.474	12.075	27.493	-0.073	0.069	0.103
O	5.502	1.279	26.548	-0.086	-0.039	0.153
O	2.88	4.128	30.399	-0.066	0.079	0.006
O	0.33	7.187	26.406	0.191	0.105	-0.2
O	15.194	13.341	31.004	0.179	0.142	0.031
O	15.973	8.319	31.971	0.293	0.202	0.287
O	8.326	10.986	28.332	-0.117	0.018	-0.069
O	5.865	10.2	28.683	0.045	-0.074	-0.002
O	7.803	4.13	31.204	-0.14	0.265	0.204
O	7.419	1.265	28.199	0.305	-0.038	-0.038
O	12.846	12.756	29.819	-0.278	0.201	0.253
O	9.929	12.591	26.888	-0.241	0.05	0.048
O	5.922	8.04	31.718	-0.087	0.066	0.165
O	3.955	6.501	30.78	-0.237	0.117	-0.003
O	7.188	1.616	30.841	-0.162	-0.165	0.221
O	7.773	4.304	28.647	-0.016	-0.009	-0.281
O	7.083	11.531	30.661	0.189	-0.044	0.165
O	5.751	13.704	31.636	-0.032	0.285	0.085
O	10.89	8.452	31.89	-0.13	-0.185	-0.063
O	7.782	9.018	30.053	0.143	-0.019	0.027
O	11.703	1.76	26.461	0.118	-0.259	0.192
O	12.412	1.494	31.705	-0.068	0.099	0.269
O	15.044	1.275	31.24	-0.024	-0.312	-0.37
O	14.468	6.287	31.031	-0.315	-0.072	0.153
O	14.15	6.256	26.41	0.061	0.226	-0.172
O	1.537	11.798	28.913	0.012	0.166	-0.036
O	1.189	9.544	27.38	0.125	-0.152	-0.173

Results
total energy: -108572.068 eV
total energy less fixed offsets of O -438.35, Si -107.03 eV per atom: 8.162 eV
